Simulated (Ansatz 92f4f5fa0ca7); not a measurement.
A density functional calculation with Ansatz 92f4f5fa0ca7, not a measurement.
Periodic cell of 216 atoms, Si133O81H1N1, from a study of silicon, its oxide and their interface. The atomic structure is a simulated model.
Doubt: the cutoff is far below the 930 eV that the study's wrapper takes by default for these files, so forces and energies are approximate.
This geometry differs little from another in the collection (a relaxation step or a small displacement).

Settings: functional PBE; potential files Ansatz PAW; basis plane waves; wave-function cutoff 580 eV; density cutoff ratio 5; exchange-correlation grid ratio 1; k mesh 1 x 1 x 1, Gamma-centred; self-consistency stop 5e-08 eV per atom in the density residual; occupations fixed; spin none; net charge 0.

Cell vectors (angstrom)
a 10.938 0 0
b 0 10.938 0
c 0 0 31.3301

Atoms: element, x, y, z (angstrom)
Si 0.2213 -0.7059 23.9011
Si 5.015 0.3334 23.8956
Si 3.2224 2.1265 23.7531
Si 7.8757 3.0557 23.9613
Si -0.6065 6.1198 23.9311
Si 6.1342 4.8909 23.9437
Si 2.1693 8.7624 23.9521
Si 8.5896 7.7346 24.2122
Si 1.3186 1.2546 24.959
Si 6.7721 1.3627 25.1671
Si 4.1649 3.9737 25.0182
Si 9.5748 4.1718 25.1376
Si 1.3405 6.8505 25.0866
Si 6.8103 6.7123 25.2909
Si 3.9884 9.6164 25.219
Si 9.5608 9.4797 25.4126
Si 2.6573 0.0483 26.5666
Si 8.1675 0.0272 26.5507
Si 0.0325 2.7194 26.4258
Si 5.4609 2.7311 26.5694
Si 2.7684 5.4242 26.4147
Si 8.24 5.4413 26.629
Si 0.0695 8.1385 26.6392
Si 5.4258 8.2064 26.5154
Si 4.1018 1.3673 27.9118
Si 9.5708 1.3673 27.9118
Si 1.3673 4.1018 27.9118
Si 6.8362 4.1018 27.9118
Si 4.1018 6.8362 27.9118
Si 9.5708 6.8362 27.9118
Si 1.3673 9.5708 27.9118
Si 6.8362 9.5708 27.9118
Si 0 0 29.2791
Si 5.469 0 29.2791
Si 2.7345 2.7345 29.2791
Si 8.2035 2.7345 29.2791
Si 0 5.469 29.2791
Si 5.469 5.469 29.2791
Si 2.7345 8.2035 29.2791
Si 8.2035 8.2035 29.2791
Si 1.3673 1.3673 30.6463
Si 6.8362 1.3673 30.6463
Si 4.1018 4.1018 30.6463
Si 9.5708 4.1018 30.6463
Si 1.3673 6.8362 30.6463
Si 6.8362 6.8362 30.6463
Si 4.1018 9.5708 30.6463
Si 9.5708 9.5708 30.6463
Si 2.7345 0 0.6835
Si 8.2035 0 0.6835
Si 0 2.7345 0.6835
Si 5.469 2.7345 0.6835
Si 2.7345 5.469 0.6835
Si 8.2035 5.469 0.6835
Si 0 8.2035 0.6835
Si 5.469 8.2035 0.6835
Si 4.1018 1.3673 2.0507
Si 9.5708 1.3673 2.0507
Si 1.3673 4.1018 2.0507
Si 6.8362 4.1018 2.0507
Si 4.1018 6.8362 2.0507
Si 9.5708 6.8362 2.0507
Si 1.3673 9.5708 2.0507
Si 6.8362 9.5708 2.0507
Si 0 0 3.418
Si 5.469 0 3.418
Si 2.7345 2.7345 3.418
Si 8.2035 2.7345 3.418
Si 0 5.469 3.418
Si 5.469 5.469 3.418
Si 2.7345 8.2035 3.418
Si 8.2035 8.2035 3.418
Si 1.3647 1.4186 4.7821
Si 6.7822 1.397 4.79
Si 4.1131 4.0695 4.7579
Si 9.6046 4.1303 4.8427
Si 1.3988 6.8394 4.8934
Si 6.8213 6.8565 4.7211
Si 4.0458 9.6067 4.8819
Si 9.636 9.5003 4.6704
Si 2.6712 0.1325 6.2826
Si 8.1882 -0.1049 5.8891
Si 0.1143 2.8349 6.2449
Si 5.4733 2.7923 6.2322
Si 2.8006 5.3731 6.2226
Si 8.2123 5.5645 6.1167
Si 0.0696 8.3682 6.2322
Si 5.467 8.1637 6.1626
Si 3.7338 1.8584 7.5837
Si 9.6871 1.1449 7.0859
Si 1.9961 3.6047 7.6645
Si 6.4932 4.6121 7.4144
Si 4.6702 6.2735 7.3573
Si 9.1279 7.4351 7.2406
Si 0.6468 10.429 7.4202
Si 7.3589 9.067 7.2224
N 7.117 4.1769 9.033
O 7.2534 9.1776 8.9073
O 9.285 7.425 8.9273
O 0.8727 10.4799 9.0759
O 4.2154 1.4614 9.1428
O 1.856 3.9487 9.3107
O 8.385 1.8052 7.9594
O 4.2276 6.5234 8.9368
O 8.2751 8.2555 22.6647
O 8.5648 2.2987 22.6277
O 6.0589 5.6511 22.4542
O 2.7895 2.5611 22.1864
O 10.3947 9.9856 22.386
O 0.1608 3.6679 18.2988
O 2.6366 8.6273 22.3588
O 5.5496 -0.4943 22.5502
Si 7.0797 5.2066 10.4557
Si -1.3215 3.8927 11.2238
Si 3.2805 7.2379 10.0232
Si 3.1631 13.5048 15.8199
Si -1.3194 12.2626 12.7516
Si -0.2452 5.2569 21.0302
Si 6.3577 10.3001 21.1412
Si 9.0532 -1.6429 21.6859
Si 6.2512 -7.9578 15.1925
Si 1.4478 -1.4784 10.1953
Si 7.8228 2.5852 9.2669
Si 5.7853 0.722 18.5914
Si -1.7025 2.5281 21.1533
Si 7.7135 5.0209 17.0904
Si 6.8863 3.243 19.4095
Si 1.513 4.7359 10.7115
Si 5.2292 5.2556 21.1155
Si 3.4347 -0.2242 16.8611
Si 5.241 3.7848 12.4355
Si 9.8654 -1.3981 11.807
Si -3.5013 11.2314 14.5257
Si 5.0893 -1.6913 14.5725
Si 2.5674 3.883 21.2519
Si 1.6593 3.0097 18.4659
Si -0.8213 10.3787 14.6637
Si 8.0455 8.0542 9.8224
Si 5.0111 8.0213 19.5755
Si 13.2594 9.1638 20.8566
Si 10.736 -5.695 17.9772
Si 5.1994 7.0163 16.6106
Si 5.1794 12.2844 10.4697
Si 11.5967 11.5735 20.0381
Si 4.0152 9.635 11.6597
Si -0.2102 8.8455 19.3894
Si 2.5219 4.3132 13.5743
Si 2.1826 6.2631 16.0011
Si 1.0336 8.936 16.7308
O 2.1899 -2.6742 9.3474
O 6.1608 8.8639 20.3729
O 9.2155 2.8014 10.0866
O -0.2733 10.4804 19.2839
O 1.0919 8.3193 20.2114
O -2.8579 2.2981 20.0179
O 2.3893 2.9524 14.4467
O -0.1157 4.8763 10.7532
O -1.0123 2.9051 12.4959
O 9.5466 4.1177 21.0509
O 5.7735 4.8601 11.3486
O 14.5602 8.7823 19.962
O 3.7096 -5.9693 21.6187
O 9.9092 9.299 13.4332
O 5.8781 3.8725 20.5271
O 5.1138 7.9945 17.9359
O 8.6755 -11.2557 15.4193
O 9.3284 -5.5018 17.1169
O 13.1627 -1.1482 17.4525
O 13.5513 3.5971 19.6531
O 1.9949 5.5336 14.5402
O 5.7688 11.4919 20.2141
O 6.5973 -4.7625 16.7915
O 10.6034 1.6311 20.9168
O -2.5921 4.8771 11.4487
O 4.2334 -2.7912 10.9934
O 2.3736 6.1178 10.7919
O 12.7928 -0.1763 20.8608
O 7.0381 6.8012 10.1331
O 22.1081 -2.0657 11.1013
O 4.0705 4.6031 13.2031
O 4.7184 14.0193 15.7539
O -0.0372 -2.6066 17.8351
O 6.0745 13.2493 18.3424
O -0.5506 6.2942 22.2506
O 2.502 14.2206 17.1143
O -2.9675 -0.455 21.3679
O 5.0612 10.7786 11.1211
O 1.0936 5.7483 17.1159
O -4.473 9.9996 14.1321
O 1.1323 4.5591 21.5402
O -4.0782 -0.2789 17.8861
O -8.4202 10.154 11.2244
O 6.6405 1.4077 15.3882
O 3.7568 6.1841 16.5172
O 4.284 11.2893 18.1075
O 6.3143 3.3864 13.6049
O 5.3857 7.7417 15.1405
O 0.2551 9.9353 15.7426
O 12.6799 7.8187 15.7885
O -0.3594 11.8094 14.0038
O 6.7419 1.6244 10.0433
O -0.2444 -5.0269 19.5057
O -2.8821 22.9117 13.1992
O 5.165 6.4633 20.0384
O 1.7885 4.0053 12.1507
O -6.546 9.9274 15.8456
O 9.4151 -2.4516 20.2889
O -3.5549 3.861 15.9808
O -6.8155 9.3669 13.2638
O 4.7461 2.4388 11.6254
O 2.8611 0.9906 15.9607
O 9.8771 0.2379 11.5298
O 8.5587 8.7758 11.191
O 7.5013 4.5043 18.6112
O 1.3906 12.3961 18.8388
H -3.2366 0.0645 17.5376

Results
free energy: -131014.436 eV
free energy less fixed offsets of H -15.97, N -385.13, O -568.88, Si -635.61 eV per atom: 2.074 eV

Forces (eV/angstrom), in the order of the atoms: element, x, y, z
Si -0.0062 -0.002 -0.0015
Si -0.0032 -0.0054 -0.0001
Si 0.0001 0.0035 -0.001
Si 0.0033 0.0014 0.0025
Si 0.0068 -0.0062 -0.0039
Si -0.0048 0.0065 0.0015
Si -0.003 -0.0076 0.0041
Si -0.007 0.0009 0.0123
Si 0.0026 -0.0001 -0.0023
Si -0.0016 0.0028 0.0031
Si 0.0034 -0.0063 -0.0081
Si -0.0001 -0.0005 -0.0002
Si -0.0024 0.0055 -0.0039
Si 0.0065 -0.0057 -0.0038
Si 0.0004 0.0077 0.0001
Si 0.0007 0.0006 0.0023
Si 0.0016 -0.0061 -0.0017
Si 0.0021 -0.001 0.0005
Si -0.0028 0.0016 -0.001
Si 0.0051 -0.0018 0.001
Si -0.001 0.0027 0.0027
Si -0.0021 0.005 0.0009
Si -0.0002 0.0002 0.004
Si 0.0004 -0.0009 0.0013
Si -0.2704 0.1242 0.1805
Si 0.1102 0.2857 -0.4682
Si 0.1836 -0.1255 -0.7811
Si -0.0139 -0.1997 0.4075
Si -0.249 -0.2259 -0.4703
Si 0.2291 -0.1653 0.7303
Si 0.1528 0.093 0.5719
Si -0.2151 -0.0746 -0.2047
Si -0.0227 -0.0831 0.0004
Si -0.0962 -0.0991 0.0012
Si 0.084 -0.0084 0.0236
Si -0.0179 0.0369 0.0252
Si -0.1364 0.0568 0.042
Si 0.0226 -0.0332 -0.0111
Si -0.0199 0.0665 0.03
Si 0.042 -0.026 -0.0114
Si -0.0321 0.0075 0.0004
Si 0.0646 -0.0047 -0.0425
Si -0.0292 0.0424 0.0157
Si 0.018 -0.0538 -0.0196
Si 0.0489 -0.0247 -0.0274
Si 0.0018 0.0193 0.0005
Si 0.0322 -0.0382 -0.0138
Si -0.0357 0.0453 0.0006
Si 0.0483 -0.0532 -0.0204
Si -0.0654 0.0054 0.0308
Si -0.082 0.0357 0.0314
Si 0.0344 -0.0389 0.0182
Si -0.043 0.0654 0.0184
Si 0.0847 -0.0308 -0.0203
Si -0.0314 -0.0258 0.0075
Si -0.0117 0.0395 0.0359
Si -0.1147 -0.0735 -0.0541
Si 0.0462 -0.0157 0.0039
Si 0.1281 0.023 0.0138
Si 0.0266 0.0835 -0.0264
Si 0.0503 -0.0447 0.0017
Si -0.1343 0.0118 -0.057
Si 0.0231 0.1063 -0.02
Si 0.1101 -0.028 0.0417
Si 0.2592 0.2736 -0.3433
Si -0.4539 0.0151 0.3456
Si 0.0272 -0.0219 -0.3906
Si 0.1452 0.1197 0.4432
Si 0.1341 0.3127 0.4878
Si -0.118 -0.1017 -0.3127
Si 0.0154 0.0163 0.6065
Si 0.027 -0.2771 -0.7599
Si -0.0029 0.0028 -0.0004
Si 0.0039 0.0013 0.0012
Si 0.002 -0.0029 -0.0007
Si 0.0004 0.0002 0.0054
Si 0 -0.0025 -0.0002
Si 0.0033 0.0004 -0.0058
Si -0.0018 0.0037 -0.0015
Si -0.0096 0 -0.0048
Si 0.0025 -0.0006 -0.0001
Si 0.0041 -0.0036 -0.0012
Si -0.0089 0.0001 -0.0085
Si 0.0057 0.008 -0.0023
Si 0.0029 0.0024 0
Si 0.0003 -0.0048 0.0004
Si -0.0008 0.0031 0.0073
Si 0.0037 -0.0017 0.0049
Si -0.0019 0.0051 -0.0031
Si 0.001 0.0113 -0.0008
Si 0.0014 -0.0017 -0.0016
Si 0.01 -0.0093 0.0076
Si -0.0133 0.0064 -0.0003
Si 0.0046 -0.0046 -0.001
Si 0.0022 -0.0092 0.0026
Si -0.0066 0.0018 -0.0013
N -0.0028 0.002 -0.0127
O 0.0008 -0.0005 -0.0028
O 0.0019 0.0001 -0.0016
O -0.001 0.0005 -0.0044
O 0.0025 -0.0016 0.0088
O 0 0.0007 0.0033
O 0.0011 0.0039 0.006
O 0.002 -0.0024 -0.0004
O -0.0004 -0.0016 -0.0073
O -0.0007 -0.0014 -0.0078
O 0.0035 -0.0029 0.001
O 0.0006 -0.007 0.0024
O 0.0016 0.0011 0.0014
O 0.0006 -0.001 -0.0035
O 0.001 0.0006 -0.0041
O 0.0006 0.0019 -0.0034
Si 0.0026 -0.0013 0.0067
Si -0.0014 -0.0021 -0.0059
Si 0.0009 0.0027 -0.0001
Si 0.0018 0.0011 0.001
Si -0.0021 0.002 -0.0008
Si 0.0037 -0.0048 -0.0013
Si -0.0019 0.0009 0.0014
Si -0.0016 0.0028 -0.0062
Si 0.0008 0.0032 0.0008
Si 0.0003 -0.004 0.0022
Si 0.0094 -0.0048 0.0037
Si -0.0044 -0.0052 0.0065
Si -0.0005 0.0007 0.0025
Si -0.0004 0.0023 0.0009
Si -0.0003 -0.0003 0.0039
Si -0.0002 0.0007 0.0041
Si 0.0008 0 0.0011
Si 0.004 -0.0007 0.0019
Si -0.0003 0.0002 0.0025
Si -0.003 0.0003 0.001
Si 0.0025 -0.0004 0.0016
Si 0.0029 -0.0021 0.0014
Si 0.0002 0.0074 0.0013
Si 0.0033 0.0031 0.0031
Si -0.0016 0.0004 0.0003
Si -0.0005 0.0022 0.0052
Si 0.0005 -0.0006 0.0004
Si 0.0033 0 -0.0016
Si 0.0007 0.0012 0.0024
Si 0 -0.0021 0.0019
Si 0.0053 0.0013 0.0013
Si 0.0032 0.0027 0.0047
Si 0.0022 -0.002 0.0017
Si 0.0003 -0.002 0.0024
Si -0.0004 0.0014 0.0012
Si 0.0011 0 0.0033
Si 0.0014 -0.0008 0.0003
O -0.0005 0.0025 -0.0001
O 0.0018 0.0031 -0.0013
O -0.0126 -0.0023 -0.0006
O -0.0012 -0.0001 -0.0039
O 0.0013 0.0004 -0.0008
O 0.0041 0.0003 0.0001
O 0.0006 -0.0011 -0.0001
O 0.0011 -0.0013 -0.0002
O 0.0016 0.0007 0.0004
O 0.0012 -0.0016 -0.0005
O 0.0001 0.0009 -0.0015
O -0.0027 0.0003 0
O -0.0023 -0.004 -0.0021
O 0.0014 -0.0002 -0.0018
O 0.0005 0.0023 -0.0026
O 0.0009 0.0012 -0.0015
O 0.0002 0 -0.0021
O 0.0014 -0.0006 -0.0022
O 0.0006 0.0015 -0.0017
O -0.0007 0.0008 -0.003
O 0.0001 0 -0.0005
O 0.0037 -0.0007 -0.0007
O 0.0013 -0.0006 -0.0017
O -0.0022 0.0011 -0.0017
O 0.0002 0.0002 -0.002
O -0.0006 -0.0012 -0.0001
O 0 -0.0029 -0.0002
O 0.0007 -0.0013 -0.0017
O -0.0006 -0.0008 -0.0008
O 0.0023 0.0015 -0.0014
O 0.0006 -0.0006 -0.0013
O -0.0008 -0.0006 -0.002
O -0.001 0.0006 -0.0013
O 0.0012 0.0038 -0.0004
O -0.001 0.0025 0.0002
O -0.0017 -0.0011 -0.0001
O 0.0008 -0.0019 0.0009
O -0.0003 0.0029 -0.0014
O -0.0016 -0.0016 -0.0015
O -0.0013 -0.0004 -0.0015
O 0.0012 0.001 0.0006
O 0.1809 0.0747 -0.0865
O -0.0012 0.0005 -0.0003
O -0.0002 -0.0041 0
O 0.0003 -0.0002 -0.0024
O -0.0006 0.0004 -0.0049
O 0.0001 -0.0007 0
O 0.0001 0.0007 -0.0017
O 0.0008 -0.0001 -0.0006
O -0.0007 0.0006 -0.0019
O 0.0025 0.0013 -0.0006
O -0.0041 0.0031 -0.0059
O 0.0002 0.0001 -0.0008
O 0.0009 0.0002 0
O 0.0015 -0.0024 -0.0011
O -0.0006 0 -0.0036
O -0.0029 0.002 -0.0011
O 0.0002 0.0005 -0.0008
O 0.0001 -0.0009 -0.001
O -0.0008 0.0006 -0.0027
O 0.0008 -0.0035 -0.0037
O 0.0009 -0.0019 -0.0001
O 0.002 -0.0013 -0.0011
O 0.0008 0 0.0007
O -0.0003 -0.0034 -0.0002
O 0.0003 -0.0011 -0.0025
H -0.1781 -0.0757 0.081

The program warned: the cutoff lies below the one the program advises for these potential files; the forces do not sum to zero within the program's tolerance; the exchange-correlation potential is rough where the density is thin.
